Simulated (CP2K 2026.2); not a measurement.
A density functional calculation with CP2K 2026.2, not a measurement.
Periodic cell of 510 atoms, Si360O150, from a study of silicon, its oxide and their interface. The atomic structure is a simulated model.
Doubt: the forces sum to 3.12 eV/angstrom along one axis rather than to zero, so they err by at least 0.0061 eV/angstrom per atom on average; the grid cutoff is modest.

Settings
functional: PBE
method: Gaussian and plane waves
basis set: DZVP-MOLOPT-SR-GTH
pseudopotentials: GTH-PBE
grid cutoff: 350 Ry, relative cutoff 50 Ry
k points: Gamma only
occupations: fixed
spin: none
net charge: 0

Cell vectors (angstrom)
a 16.32 0 0
b 0 16.32 0
c 3.4255 4.7623 34.7998

Atoms and the computed forces on them: element, x, y, z (angstrom), force x, y, z (eV/angstrom)
Si 17.857 20.236 34.798 0.021 -0.031 0.03
Si 0.976 1.926 0.072 -0.042 -0.009 -0.01
Si 19.027 8.447 34.723 0.03 -0.225 0.532
Si 0.781 7.346 0.042 -0.138 0.136 0.624
Si 18.691 13.729 34.794 0 -0.038 -0.016
Si 1.837 11.787 0.017 -0.005 0.036 -0.03
Si 4.721 14.297 0.206 0.125 -0.05 0.645
Si 6.4 1.77 0.221 -0.36 0.233 0.503
Si 4.623 3.525 0.041 0.043 -0.03 0.023
Si 7.379 6.27 0.091 0.049 0.01 0.005
Si 3.521 10.091 0.049 -0.098 0.136 0.624
Si 6.489 12.65 0.358 0.016 -0.009 0.014
Si 10.025 14.404 0.334 0.029 0.017 0.039
Si 12.809 0.933 0.14 0.007 0.047 0.018
Si 9.004 4.464 0.254 -0.192 0.35 0.551
Si 11.56 7.336 0.18 -0.02 0.261 0.652
Si 9.898 9.122 0.235 -0.003 0.025 -0.046
Si 11.725 12.713 0.362 -0.137 0.213 0.597
Si 16.279 16.415 1.207 0.011 -0.022 -0.051
Si 2.785 2.742 1.353 0.033 -0.006 -0.029
Si 16.341 5.469 1.283 0.044 0.058 0.015
Si 2.614 8.261 1.261 0.012 -0.02 -0.069
Si 16.31 10.802 1.169 -0.006 0.025 -0.031
Si 2.809 13.488 1.351 -0.007 0.006 -0.049
Si 5.44 16.265 1.369 -0.006 -0.019 -0.017
Si 8.037 2.79 1.56 0.005 -0.004 -0.038
Si 5.523 5.36 1.27 -0.013 0.003 -0.071
Si 8.211 8.035 1.452 0.017 0.01 -0.03
Si 5.354 10.88 1.372 0.012 -0.033 -0.055
Si 8.216 13.597 1.597 0.001 -0.008 -0.036
Si 10.978 16.306 1.345 -0.012 -0.03 -0.091
Si 13.783 2.749 1.254 0.017 0.032 -0.046
Si 10.775 5.493 1.425 0 -0.038 -0.083
Si 13.524 8.11 1.343 -0.062 -0.012 -0.056
Si 10.852 10.863 1.506 -0.037 -0.036 -0.025
Si 13.563 13.732 1.389 -0.026 0.052 -0.046
Si 15.033 1.409 2.74 0.029 0.001 -0.044
Si 1.464 4.188 2.683 -0.043 -0.029 -0.029
Si 14.863 6.694 2.688 0.019 0.017 -0.04
Si 1.283 9.533 2.727 -0.006 0.045 -0.047
Si 14.983 12.243 2.559 -0.003 -0.029 -0.05
Si 1.359 14.965 2.532 0 0.024 -0.033
Si 4.007 1.261 2.729 0.031 0.03 -0.047
Si 6.715 4.122 2.907 -0.043 0.058 -0.051
Si 4.069 6.815 2.521 -0.019 -0.013 -0.013
Si 6.762 9.465 2.651 0.022 0.04 0.008
Si 4.077 12.201 2.85 -0.023 -0.018 -0.041
Si 6.866 15.055 2.825 -0.037 -0.021 -0.05
Si 9.549 1.363 2.669 -0.022 -0.028 -0.017
Si 12.286 4.075 2.586 -0.013 -0.001 -0.009
Si 9.514 6.777 2.925 -0.053 0.013 -0.036
Si 12.317 9.549 2.78 -0.05 -0.017 -0.035
Si 9.469 12.139 2.902 0.035 0.043 -0.024
Si 12.256 15.017 2.855 -0.015 0.007 -0.073
Si 13.653 16.386 4.124 -0.009 -0.004 0.007
Si 16.411 2.777 4.044 0.005 -0.016 -0.008
Si 13.565 5.374 4.084 0.014 -0.011 0.03
Si 16.25 8.115 4.026 0.02 0.006 -0.021
Si 13.674 10.931 4.063 -0.004 0.02 0.017
Si 16.339 13.601 3.945 0.005 0.004 0.021
Si 2.651 16.255 4.058 0.01 -0.032 0.039
Si 5.354 2.667 4.115 0.01 0.014 -0.016
Si 2.778 5.52 4.044 0.011 0.02 0.029
Si 5.399 8.124 4.003 -0.015 0.001 0.018
Si 2.663 10.854 4.126 -0.003 -0.003 0.015
Si 5.469 13.619 4.111 -0.007 -0.014 0.006
Si 8.225 16.387 4.143 0.007 0 0.022
Si 10.927 2.728 4.001 -0.012 0.026 0.009
Si 8.128 5.434 4.23 0.019 -0.008 0.011
Si 10.931 8.18 4.144 0.007 -0.025 -0.006
Si 8.077 10.782 4.146 -0.017 -0.03 0.02
Si 10.881 13.586 4.138 -0.022 0.024 0.018
Si 15.002 14.947 5.391 0.034 -0.013 0
Si 1.366 1.361 5.421 0.006 0.012 0.022
Si 14.986 4.065 5.422 -0.007 -0.001 0.008
Si 1.353 6.821 5.401 0.011 -0.003 -0.002
Si 14.97 9.516 5.424 0.006 0.011 0.018
Si 1.327 12.268 5.419 -0.014 0.02 0.004
Si 4.059 14.951 5.437 0.004 0 0.004
Si 6.8 1.385 5.466 0.012 -0.007 0.014
Si 4.049 4.093 5.44 -0.017 0.002 0.014
Si 6.746 6.828 5.476 -0.027 0.021 0
Si 4.058 9.481 5.421 0.012 -0.034 -0.01
Si 6.779 12.223 5.475 0.014 -0.011 0.005
Si 9.532 14.965 5.481 0.002 -0.014 0.009
Si 12.252 1.398 5.443 -0.013 0.008 0.006
Si 9.557 4.041 5.449 0.018 -0.011 -0.007
Si 12.26 6.774 5.464 -0.008 0.012 0.015
Si 9.516 9.494 5.483 -0.028 0.007 0.009
Si 12.281 12.242 5.45 -0.011 0.003 -0.005
Si 16.329 16.315 6.777 -0.004 0.003 -0.001
Si 2.708 2.722 6.796 0.003 -0.003 0.001
Si 16.33 5.448 6.775 0.005 -0.007 -0.003
Si 2.701 8.152 6.801 -0.007 0.023 0.006
Si 16.315 10.886 6.791 0.008 0.001 0.005
Si 2.703 13.597 6.799 0.011 -0.016 0.01
Si 5.433 16.318 6.792 0.001 -0.002 0.002
Si 8.177 2.717 6.823 -0.01 0.009 0.007
Si 5.416 5.433 6.814 0.015 -0.005 0.008
Si 8.141 8.154 6.833 0.008 -0.008 0.005
Si 5.403 10.86 6.801 -0.007 0.008 -0.001
Si 8.157 13.592 6.814 0 -0.005 0.011
Si 10.901 16.337 6.808 0 -0.003 0.014
Si 13.619 2.732 6.807 0.017 -0.017 0.014
Si 10.89 5.422 6.815 -0.003 0.016 0.001
Si 13.612 8.159 6.8 -0.005 -0.007 0.001
Si 10.891 10.885 6.797 -0.003 0.002 -0.002
Si 13.635 13.613 6.787 -0.014 0.002 0.002
Si 14.99 17.673 13.64 -0.004 0.012 -0.001
Si 1.391 4.057 13.639 0.005 0.007 -0.001
Si 14.957 6.773 13.558 0.008 0.005 -0.013
Si 1.359 9.534 13.557 -0.009 0.004 -0.019
Si 14.944 12.264 13.615 0.018 -0.024 0.008
Si 1.361 15.004 13.621 0.008 -0.003 -0.004
Si 4.081 17.701 13.64 -0.001 0.014 -0.001
Si 6.808 4.068 13.614 0.003 -0.008 -0.001
Si 4.073 6.78 13.586 0.002 0.001 0.003
Si 6.789 9.514 13.577 0.015 -0.003 0.011
Si 4.085 12.27 13.566 -0.012 0.013 -0.014
Si 6.792 14.975 13.592 -0.013 0.017 0.001
Si 9.516 17.661 13.594 0.005 -0.008 0
Si 12.243 4.057 13.556 0.009 0.003 -0.016
Si 9.511 6.788 13.596 0.01 0.006 -0.01
Si 12.208 9.522 13.59 -0.003 -0.012 -0.006
Si 9.513 12.232 13.6 0.002 -0.021 0.007
Si 12.257 14.963 13.62 -0.017 0.003 -0.007
Si 13.636 16.303 15.004 0.021 -0.039 -0.005
Si 16.365 2.696 15.023 0.013 -0.032 -0.012
Si 13.606 5.395 14.906 -0.018 0.02 -0.018
Si 16.332 8.139 14.877 0 -0.002 -0.02
Si 13.557 10.89 14.942 -0.024 0.007 0.019
Si 16.288 13.668 14.966 -0.009 0.028 0.012
Si 2.713 16.359 15.013 -0.019 -0.016 -0.001
Si 5.452 2.737 15.012 -0.013 -0.006 0.009
Si 2.776 5.405 14.995 -0.007 -0.006 0.02
Si 5.4 8.174 14.922 -0.018 0.002 0.018
Si 2.717 10.912 14.896 0.005 -0.02 -0.016
Si 5.427 13.623 14.949 -0.015 -0.013 -0.027
Si 8.135 16.333 14.965 0.01 -0.012 0.003
Si 10.89 2.71 14.917 -0.008 0.006 0.001
Si 8.192 5.401 14.972 0.04 0.004 0.006
Si 10.85 8.158 14.961 0.013 0.012 -0.01
Si 8.146 10.857 14.948 0.011 0.033 0.009
Si 10.864 13.611 14.955 0.031 0.007 -0.007
Si 14.979 14.981 16.459 0.016 0.004 -0.011
Si 17.676 17.648 16.472 -0.007 -0.002 0.006
Si 14.999 4.112 16.298 -0.013 0.025 0.025
Si 17.736 6.84 16.248 0.031 0.014 -0.033
Si 14.908 9.44 16.195 0.019 -0.013 0.009
Si 17.684 12.292 16.22 0.012 0.03 -0.017
Si 4.123 15.025 16.329 -0.008 0.034 0.006
Si 6.843 17.73 16.368 0.009 0.02 -0.026
Si 4.101 4.046 16.443 -0.004 0.01 0.004
Si 6.763 6.779 16.221 -0.002 0.023 0.001
Si 4.05 9.57 16.282 -0.001 0.002 -0.001
Si 6.755 12.212 16.273 0.001 -0.03 -0.01
Si 9.455 14.932 16.302 -0.02 0 0.01
Si 12.25 17.693 16.274 -0.017 -0.011 -0.013
Si 9.571 4.018 16.349 0.024 -0.02 -0.042
Si 12.201 6.712 16.238 -0.033 0 -0.022
Si 9.514 9.536 16.347 0.028 -0.048 0.029
Si 12.241 12.293 16.333 0.013 -0.002 0.013
Si 16.337 16.297 17.933 0.014 -0.011 -0.002
Si 2.735 2.668 17.85 0.053 0.042 0.003
Si 16.394 5.518 17.598 -0.038 0.002 0.023
Si 2.709 8.223 17.644 -0.012 0.001 -0.027
Si 16.265 10.875 17.413 0.003 0.007 0.015
Si 2.72 13.653 17.601 0.002 -0.012 -0.002
Si 5.507 16.376 17.725 -0.032 -0.041 0.026
Si 8.223 2.717 17.786 -0.03 -0.003 0.004
Si 5.514 5.466 17.715 0.026 -0.035 -0.012
Si 8.08 8.114 17.592 0.014 -0.007 -0.032
Si 5.399 10.898 17.673 -0.012 -0.001 -0.022
Si 8.08 13.532 17.65 0.038 -0.001 0.024
Si 10.834 16.338 17.567 0.03 0.006 0.012
Si 13.654 2.712 17.614 0.012 -0.035 0.059
Si 10.942 5.365 17.71 -0.01 0.036 -0.001
Si 13.574 8.021 17.546 0.019 -0.025 -0.001
Si 10.881 10.953 17.685 -0.075 -0.029 -0.001
Si 13.577 13.614 17.791 0.018 -0.024 -0.022
Si 14.9 17.76 19.176 0.007 -0.02 0.049
Si 17.656 4.157 19.038 0.029 -0.017 0.036
Si 15.008 6.813 18.994 -0.01 0.016 -0.012
Si 15.789 8.71 20.186 -0.035 0.031 0.071
Si 14.97 12.073 18.94 -0.077 0.034 0.014
Si 17.764 14.831 19.211 -0.037 0.021 0.048
Si 4.13 17.594 19.219 0.008 0.037 0.109
Si 7.102 4.344 19.097 -0.097 -0.08 -0.658
Si 4.161 6.915 18.959 -0.001 0.03 0.092
Si 6.729 9.475 18.976 -0.008 0 0.075
Si 4.048 12.319 18.984 0.015 -0.023 0.048
Si 6.82 14.939 19.058 0.03 0.013 -0.003
Si 9.586 17.619 19.114 -0.012 -0.006 0.055
Si 12.392 4.039 19.076 -0.012 0.019 0.099
Si 9.297 6.567 18.887 0.368 0.411 -0.173
Si 12.217 9.4 18.83 -0.065 -0.029 -0.07
Si 9.443 12.257 19.086 0.002 -0.019 0.018
Si 12.129 15.055 19.012 0.03 -0.006 0.008
Si 12.993 16.855 20.295 -0.089 0.038 -0.038
Si 15.922 3.254 20.366 -0.032 0.015 0.03
Si 13.565 5.738 22.396 0.317 -0.249 -0.616
Si 17.554 9.611 18.86 0.045 0.017 -0.002
Si 13.954 10.308 20.181 0.051 -0.019 0.047
Si 16.8 12.868 20.197 0.312 -0.05 -0.604
Si 3.292 15.718 20.482 0.12 -0.193 -0.566
Si 3.482 4.015 22.612 -0.08 0.007 -0.122
Si 17.293 7.945 21.788 -0.437 0.413 -0.432
Si 5.402 8.241 20.49 -0.04 0.003 -0.741
Si 2.295 11.282 20.138 0.01 0.007 0.064
Si 5.081 13.963 20.348 -0.232 0.248 -0.511
Si 8.669 15.767 20.317 0.118 -0.08 -0.575
Si 11.346 18.643 20.328 0.232 -0.226 -0.553
Si 9.604 6.132 23.786 0.083 -0.027 -0.108
Si 10.498 8.27 20.026 0.279 -0.347 -0.198
Si 8.292 10.56 20.297 -0.079 0.296 -0.647
Si 10.371 14.077 20.252 0.021 -0.015 0.03
Si 11.214 13.499 22.345 -0.271 0.201 -0.644
Si 3.518 10.973 27.267 0.037 -0.045 -0.064
Si 16.835 19.105 22.503 -0.229 0.189 -0.59
Si 2.652 5.725 20.201 -0.054 -0.263 -0.667
Si 14.245 4.982 20.3 0.013 -0.03 0.007
Si 15.832 14.104 22.726 -0.024 -0.025 -0.071
Si 17.985 16.28 23.04 0.098 0.137 -0.09
Si 3.134 5.742 27.285 -0.004 0.076 -0.004
Si 6.061 13.781 23.274 0.014 -0.062 -0.101
Si 4.953 5.677 24.847 0.004 0.078 -0.089
Si 7.494 10.327 23.286 0.006 -0.009 -0.136
Si 4.699 11.439 24.342 -0.06 0.023 -0.046
Si 8.89 12.641 24.348 -0.016 -0.042 -0.069
Si 13.317 15.838 22.347 -0.237 0.25 -0.597
Si 7.089 4.096 26.541 -0.152 0.043 0.062
Si 9.761 4.533 27.582 0.068 -0.117 0.022
Si 11.523 7.973 22.008 -0.185 0.137 -0.467
Si 12.83 10.71 22.199 0.155 -0.228 -0.594
Si 12.497 14.371 32.884 0.237 -0.09 0.697
Si 5.684 11.271 32.236 -0.028 0.111 0.096
Si 12.946 19.204 32.881 0.193 -0.163 0.707
Si 10.776 7.015 26.545 0.14 0.109 -0.085
Si 12.983 13.313 27.443 -0.023 0.042 0.052
Si 18.845 15.513 28.045 -0.088 0.054 -0.034
Si 17.447 12.797 27.482 -0.014 0.116 0.003
Si 10.672 17.017 32.996 -0.219 0.058 0.678
Si 15.534 17.804 32.15 -0.065 0.109 0.238
Si 5.184 17.144 32.517 0.102 -0.134 0.714
Si 17.618 19.961 32.414 0.049 0.079 0.748
Si 4.364 17.384 26.819 -0.04 -0.005 0.048
Si 15.315 12.732 25.451 0.118 -0.095 0.038
Si 4.975 19.839 28.536 -0.057 0.024 -0.046
Si 10.484 9.469 28.117 0.144 0.039 0.042
Si 11.796 16.083 27.183 -0.039 -0.015 -0.003
Si 6.878 7.292 23.058 -0.047 0.109 -0.123
Si 7.181 8.598 32.665 0.347 -0.071 0.633
Si 8.835 16.056 27.573 0.149 0.068 0.022
Si 15.035 8.486 31.311 -0.08 0.126 0.114
Si 15.914 11.281 32.081 0.08 0.011 0.079
Si 7.916 13.471 32.369 -0.109 0.119 0.122
Si 11.303 5.476 32.332 -0.056 0.084 0.129
Si 3.178 10.095 21.947 -0.145 0.375 -0.558
Si 16.324 6.192 32.662 -0.043 -0.191 0.701
Si 5.165 12.547 29.497 -0.046 0.033 0.138
Si 12.319 8.268 32.134 0.028 -0.022 0.144
Si 15.559 19.25 25.267 0.052 0.041 -0.156
Si 15.152 12.764 29.51 0.022 0.056 -0.004
Si 16.435 5.566 26.64 -0.015 -0.068 -0.042
Si 17.744 13.598 32.601 0.146 0.084 0.667
Si 3.57 15.009 30.708 0.015 0.058 0.017
Si 5.417 18.685 20.894 -0.296 -0.066 -0.663
Si 9.962 12.292 27.238 -0.068 0.047 -0.074
Si 14.484 10.099 24.682 0.02 -0.144 -0.073
Si 4.262 19.966 31.599 -0.157 0.054 0.036
Si 7.076 17.482 25.5 -0.016 -0.048 0.038
Si 10.456 12.149 32.846 0.291 -0.504 0.617
Si 11.283 3.643 23.194 -0.013 -0.058 -0.2
Si 17.999 17.315 25.939 -0.072 -0.008 -0.01
Si 18.869 7.933 31.77 0.039 0.16 0.12
Si 15.623 7.157 24.134 -0.092 0.059 -0.094
Si 7.002 16.578 22.663 0.083 -0.124 -0.105
Si 8.022 18.218 32.06 0.046 -0.044 0.249
Si 10.527 18.247 28.536 0.03 -0.026 0.017
Si 15.247 15.021 31.379 -0.028 -0.007 0.161
Si 15.793 7.81 28.324 -0.047 0.001 -0.1
Si 13.087 8.82 26.945 -0.019 -0.068 0.122
Si 9.531 20.118 30.39 0.052 -0.05 0.107
Si 8.036 13.624 29.245 -0.007 -0.041 0.068
Si 12.857 17.805 24.759 0.001 -0.002 -0.117
Si 5.06 6.43 32.637 -0.179 0.099 0.669
Si 18.725 8.417 28.68 -0.06 0.01 0.059
Si 9.732 9.721 31.193 0.029 0.043 0.111
Si 14.965 1.344 8.149 -0.015 -0.026 0.007
Si 1.35 4.079 8.151 -0.016 -0.022 0.005
Si 14.976 6.802 8.156 0.015 0.028 -0.006
Si 1.357 9.531 8.16 0.026 0.012 0.006
Si 14.961 12.241 8.16 -0.01 -0.008 -0.003
Si 1.362 14.972 8.157 0.007 0.022 -0.004
Si 4.083 1.37 8.15 0.017 0.032 0.004
Si 6.806 4.086 8.162 0.021 0.023 0.008
Si 4.056 6.791 8.166 -0.022 -0.018 -0.003
Si 6.785 9.529 8.169 0.01 0.006 -0.006
Si 4.056 12.232 8.163 -0.009 -0.02 0.011
Si 6.789 14.956 8.161 -0.014 -0.019 0.002
Si 9.528 1.351 8.18 -0.017 -0.008 0.001
Si 12.26 4.081 8.178 0.004 0.014 -0.004
Si 9.512 6.779 8.165 -0.025 -0.022 0.009
Si 12.238 9.514 8.155 -0.013 -0.013 -0.002
Si 9.532 12.242 8.161 0.019 0.012 0.008
Si 12.265 14.966 8.151 0.019 0.004 0.01
Si 13.612 16.315 9.523 -0.006 0.002 -0.001
Si 16.323 2.711 9.508 0 0.016 -0.006
Si 13.62 5.443 9.529 0 0.001 0.01
Si 16.32 8.164 9.524 -0.006 -0.008 -0.001
Si 13.594 10.881 9.514 -0.002 0.006 -0.002
Si 16.319 13.61 9.515 0.008 -0.007 -0.002
Si 2.722 16.334 9.512 -0.002 -0.013 -0.002
Si 5.445 2.72 9.515 0.004 -0.008 -0.002
Si 2.712 5.427 9.524 0.011 0.007 0.01
Si 5.428 8.155 9.516 0.003 -0.003 0.005
Si 2.708 10.882 9.535 -0.007 0.001 0.013
Si 5.425 13.601 9.517 0 0.001 0.005
Si 8.157 16.31 9.528 0.003 -0.003 0.012
Si 10.892 2.717 9.532 0.008 0.003 0.01
Si 8.16 5.43 9.53 -0.003 0.004 0.009
Si 10.875 8.154 9.51 -0.001 0.01 -0.006
Si 8.158 10.886 9.515 -0.006 -0.002 0.003
Si 10.892 13.607 9.51 -0.01 -0.003 -0.005
Si 14.968 14.964 10.891 -0.006 -0.001 -0.001
Si 1.371 17.692 10.88 -0.007 0.006 -0.014
Si 14.973 4.06 10.881 0.011 -0.021 0.002
Si 1.353 6.785 10.878 0.001 0.013 -0.004
Si 14.953 9.53 10.88 -0.004 0.004 -0.001
Si 1.351 12.259 10.883 0.003 0.002 0.004
Si 4.071 14.975 10.878 -0.005 0.008 0.002
Si 6.793 17.675 10.881 -0.005 0.012 0
Si 4.088 4.077 10.882 -0.002 -0.005 -0.003
Si 6.793 6.794 10.872 0.015 -0.005 -0.009
Si 4.078 9.516 10.881 0.001 -0.001 -0.005
Si 6.803 12.252 10.871 0.003 0 0
Si 9.53 14.955 10.882 0.017 -0.014 0.007
Si 12.253 17.669 10.884 0.005 -0.016 0
Si 9.52 4.071 10.889 -0.014 0.015 -0.003
Si 12.243 6.805 10.87 -0.012 0.008 -0.004
Si 9.508 9.511 10.869 0 -0.002 -0.006
Si 12.236 12.241 10.876 -0.002 -0.005 -0.002
Si 16.331 16.339 12.242 0.019 -0.001 -0.005
Si 2.736 2.722 12.25 0.015 0.004 -0.009
Si 16.34 5.404 12.247 -0.018 -0.006 -0.006
Si 2.714 8.146 12.227 -0.005 -0.018 0
Si 16.303 10.907 12.237 0.008 0.007 -0.007
Si 2.704 13.63 12.242 -0.018 -0.008 -0.001
Si 5.422 16.333 12.251 -0.011 -0.022 -0.001
Si 8.155 2.705 12.243 0.006 -0.002 0.005
Si 5.453 5.432 12.242 0.016 0.027 -0.008
Si 8.15 8.146 12.231 -0.015 -0.006 -0.01
Si 5.444 10.892 12.223 0.004 -0.002 0.003
Si 8.16 13.606 12.243 0.002 0.009 0.007
Si 10.893 16.312 12.246 0.007 0.016 -0.003
Si 13.625 2.692 12.244 -0.023 -0.002 -0.003
Si 10.885 5.444 12.229 0.009 0.004 0
Si 13.592 8.165 12.236 0.008 0.018 0
Si 10.861 10.878 12.223 -0.012 -0.01 -0.011
Si 13.593 13.603 12.239 -0.006 -0.003 0.004
O 7.554 8.722 23.406 0.638 -0.031 0.198
O 6.374 3.6 20.38 -0.029 0.216 0.242
O 12.934 7.181 21.99 0.521 0.249 -0.004
O 8.513 4.839 26.608 -0.124 0.333 -0.178
O 3.589 10.952 23.263 -0.375 0.138 0.199
O 17.018 17.488 22.558 -0.406 -0.238 -0.395
O 18.353 9.025 22.377 -0.114 -0.174 0.266
O 16.181 12.903 21.719 -0.291 -0.268 0.422
O 18.354 16.488 24.593 0.264 -0.399 0.158
O 4.491 19.165 22.141 -0.13 -0.164 0.419
O 3.501 5.11 21.438 0.316 0.267 0.025
O 15.218 13.496 24.057 -0.51 0.037 0.135
O 14.518 6.082 23.662 -0.147 -0.35 0.416
O 13.437 16.958 23.509 0.408 0.385 -0.071
O 6.375 4.122 27.995 0.343 0.167 0.442
O 10.899 19.172 21.829 -0.291 -0.195 0.266
O 15.09 7.141 32.221 -0.597 -0.174 0.029
O 6.023 15.402 23.222 -0.391 0.438 0.387
O 7.883 19.146 33.389 -0.227 0.352 -0.14
O 11.813 9.478 22.583 -0.075 0.029 0.434
O 9.442 9.436 20.561 -0.038 0.006 0.046
O 7.592 10.853 21.749 -0.429 0.535 0.079
O 13.308 9.894 25.766 -0.174 0.403 -0.197
O 11.784 17.264 28.301 0.525 0.193 0.211
O 15.839 3.27 23.7 -0.287 0.199 -0.116
O 3.351 9.508 27.943 0.22 -0.084 -0.253
O 4.557 11.789 33.266 -0.335 -0.124 -0.419
O 16.564 13.356 26.255 0.104 0.611 -0.055
O 4.337 11.918 28.28 -0.144 0.359 -0.105
O 16.44 4.705 31.995 -0.514 -0.031 -0.389
O 4.05 6.265 26.051 0.018 0.575 -0.083
O 4.009 4.714 23.956 -0.267 -0.074 0.147
O 7.16 14.623 33.218 0.034 0.258 -0.352
O 12.021 12.107 22.109 0.211 0.16 -0.343
O 9.308 17.213 32.109 -0.216 -0.187 -0.492
O 6.093 10.745 23.951 0.022 -0.023 -0.138
O 12.215 14.713 22.784 -0.211 -0.044 0.506
O 9.299 13.245 33.177 0.052 0.282 0.248
O 18.903 8.888 33.111 -0.041 0.3 -0.117
O 15.091 11.63 33.415 -0.072 -0.198 -0.303
O 16.411 12.289 28.615 0.163 -0.446 0.214
O 16.361 14.46 32.433 -0.014 0.292 0.605
O 8.225 19.306 30.883 -0.432 0.025 -0.341
O 7.536 13.368 23.816 0.005 0.279 0.339
O 15.092 8.676 24.245 -0.038 0.064 0.058
O 10.598 6.001 33.679 0.285 -0.23 -0.149
O 9.84 11.281 31.61 -0.397 0.353 -0.609
O 9.17 12.851 25.934 -0.065 0.223 0.093
O 4.399 16.024 31.647 -0.12 -0.112 0.116
O 12.041 6.747 31.662 0.268 -0.242 -0.448
O 12.462 20.7 32.518 0.401 0.068 0.154
O 10.285 15.471 27.104 -0.047 -0.541 -0.21
O 10.42 19.385 27.378 0.352 -0.048 -0.291
O 6.502 7.147 32.311 0.174 -0.357 -0.386
O 15.46 17.08 33.599 0.153 -0.277 -0.397
O 4.434 18.585 32.419 -0.183 -0.011 0.444
O 15.075 11.816 30.807 -0.29 -0.25 -0.141
O 5.094 4.84 32.307 0.437 -0.177 -0.015
O 9.154 17.377 28.46 -0.283 0.299 0.207
O 13.739 12.696 28.734 -0.395 -0.417 0.083
O 18.861 14.125 31.569 -0.052 -0.348 -0.042
O 8.309 15.958 21.924 0.148 -0.187 0.417
O 12.291 7.552 26.299 0.155 -0.315 -0.511
O 14.744 15.108 22.097 0.312 -0.139 -0.321
O 15.445 14.288 29.958 0.156 0.463 -0.66
O 18.3 3.444 22.797 0.219 0.32 0.192
O 18.675 8.632 30.308 0.01 0.467 -0.05
O 15.575 11.134 25.284 0.58 -0.297 0.375
O 18.355 11.557 27.031 -0.247 -0.35 -0.188
O 3.937 15.897 27.325 0.653 -0.45 -0.203
O 11.525 12.682 27.234 0.043 -0.331 -0.138
O 12.82 14.919 27.604 0.471 0.122 0.007
O 10.052 4.569 23.7 -0.325 -0.198 0.048
O 18.444 13.959 27.979 0.345 -0.217 0.293
O 4.478 9.259 21.393 0.208 0.077 0.247
O 11.756 18.147 32.553 0.089 -0.058 -0.535
O 5.703 13.321 21.747 0.233 -0.154 0.105
O 10.913 9.025 32.028 -0.194 0.133 0.25
O 15.545 8.053 29.874 0.017 0.022 -0.017
O 6.332 7.356 21.521 0.346 -0.341 -0.198
O 7.433 17.469 23.929 0.599 0.412 -0.081
O 4.877 19.811 30.129 0.312 -0.012 -0.065
O 5.497 17.203 25.696 -0.188 -0.262 -0.638
O 17.356 12.039 32.209 0.501 -0.21 -0.391
O 18.008 5.265 26.747 0.152 -0.292 -0.331
O 12.834 8.453 33.657 0.302 -0.536 0.016
O 11.72 18.859 24.289 -0.138 0.162 0.153
O 8.233 5.466 19.584 -0.191 0.144 0.277
O 15.981 9.664 31.92 0.339 -0.374 0.27
O 10.646 19.009 29.954 0.549 -0.235 0.248
O 14.279 18.825 32.016 0.181 0.425 -0.512
O 7.052 12.107 32.436 0.104 -0.345 0.254
O 18.008 6.882 20.807 -0.026 0.016 -0.317
O 9.952 9.574 29.622 -0.005 -0.004 -0.196
O 3.949 7.126 31.675 0.276 0.153 -0.624
O 6.15 4.783 25.443 0.241 -0.28 -0.261
O 6.314 17.484 21.516 -0.063 -0.263 -0.297
O 6.68 17.337 31.886 0.213 -0.148 -0.486
O 16.972 18.53 31.991 0.347 -0.397 -0.218
O 12.513 4.653 22.947 0.207 0.025 0.313
O 4.575 13.981 29.966 0.123 0.03 -0.17
O 3.044 18.14 26.241 0.006 0.537 0.074
O 11.382 15.565 32.777 -0.135 -0.232 0.093
O 17.723 16.366 27.237 -0.543 0.19 0.136
O 7.991 15.042 28.485 -0.456 0.129 -0.071
O 9.983 8.083 27.465 -0.491 -0.073 0.205
O 15.637 4.24 26.206 -0.21 0.089 0.155
O 10.14 13.256 23.532 -0.047 0.088 0.318
O 17.671 6.909 32.103 0.216 0.03 -0.139
O 3.785 4.44 27.969 -0.377 -0.25 0.079
O 4.95 13.055 24.228 -0.368 0.434 0.342
O 9.174 4.659 29.082 -0.639 0.432 -0.062
O 2.942 16.168 22.045 0.213 0.288 0.198
O 10.491 7.078 22.842 -0.177 -0.114 0.096
O 15.442 16.597 31.092 0.209 0.008 -0.736
O 5.995 9.716 32.557 -0.211 -0.093 -0.178
O 8.709 11.045 24.084 0.473 -0.484 0.379
O 5.61 6.89 23.994 -0.392 0.183 0.231
O 8.194 13.886 30.837 0.341 0.468 -0.154
O 18.984 20.267 31.584 0.086 0.408 -0.398
O 14.55 8.438 27.503 -0.04 0.093 -0.244
O 5.143 11.495 30.733 -0.201 -0.208 -0.368
O 15.884 6.214 28.021 -0.288 -0.375 0.376
O 9.894 6.772 25.232 -0.562 0.125 0.121
O 17.203 14.887 22.965 0.516 -0.486 0.121
O 7.431 18.912 26.112 0.156 -0.052 -0.062
O 7.958 16.372 26.264 -0.16 -0.539 -0.138
O 10.92 5.61 27.32 0.72 -0.189 0.138
O 16.209 6.727 25.549 0.08 0.353 0.38
O 8.056 6.206 23.31 0.014 -0.516 -0.008
O 6.681 12.787 28.998 0.03 -0.105 -0.606
O 13.477 8.925 31.216 -0.196 0.56 -0.295
O 2.99 6.936 28.366 0.011 -0.073 0.274
O 8.329 9.027 31.592 -0.125 -0.238 -0.425
O 13.89 10.853 23.399 0.081 0.375 0.168
O 13.755 14.718 31.926 0.119 0.34 -0.224
O 12.118 9.46 28.081 0.261 0.183 0.726
O 14.095 18.6 25.431 -0.153 0.165 0.23
O 19.037 15.862 29.616 -0.081 0.486 0.076
O 9.282 12.815 28.611 0.212 0.102 0.439
O 10.115 4.812 31.479 -0.292 0.173 0.161
O 11.785 12.979 32.381 0.095 -0.139 -0.549
O 4.27 10.974 25.83 -0.044 -0.2 0.101
O 12.21 16.747 25.781 -0.021 -0.109 -0.305
O 16.705 18.225 25.746 0.188 -0.051 0.293
O 9.89 10.679 27.241 -0.093 -0.002 -0.524
O 17.23 8.514 28.026 -0.183 0.266 -0.571
O 13.898 12.992 26.163 -0.335 0.155 -0.107
O 4.888 18.302 28.036 0.14 -0.42 0.106
O 16.808 7.089 23.058 0.21 -0.699 0.112

Results
total energy: -104287.128 eV
total energy less fixed offsets of O -438.35, Si -107.03 eV per atom: -3.828 eV
